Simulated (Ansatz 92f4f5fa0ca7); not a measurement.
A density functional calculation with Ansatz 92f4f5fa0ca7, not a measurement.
Periodic cell of 264 atoms, Si152O112, from a study of silicon, its oxide and their interface. The atomic structure is a simulated model.
This geometry differs little from another in the collection (a relaxation step or a small displacement).

Settings: functional r2SCAN; potential files Ansatz PAW; basis plane waves; wave-function cutoff 800 eV; density cutoff ratio 5; exchange-correlation grid ratio 1; k mesh 1 x 1 x 1, shifted by 0.5 0.5 0 of a step; self-consistency stop 1e-10 eV per atom in the density residual; occupations fixed; spin none; net charge 0.

Cell vectors (angstrom)
a  10.887  0  0
b  0  10.887  0
c  0  0  38.5071

Atoms and the computed forces on them: element, x, y, z (angstrom), force x, y, z (eV/angstrom)
Si  0.1424  -0.3132  0.3633  0.0085  -0.0037  0.0448
Si  2.9128  2.1156  -0.0903  0.0159  0.0045  0.0535
Si  -0.4111  5.6165  0.2145  0.0003  0.0098  0.0453
Si  2.3601  8.3592  -0.2456  0.0102  0.0029  0.0681
Si  5.4458  0.1925  -0.0711  -0.0104  0.0022  0.0437
Si  8.0442  2.9656  0.3131  -0.0082  0.0013  0.0416
Si  5.7412  5.0814  0.0463  0.0057  -0.0099  0.0638
Si  8.3777  7.9101  0.231  0.0063  -0.0094  0.0438
Si  1.3801  1.2875  1.4903  0.0019  0.0018  -0.0018
Si  4.0086  3.9256  1.1434  -0.0007  0.0025  -0.0025
Si  1.3651  6.7458  1.2288  0.0012  -0.0024  -0.0042
Si  4.1474  9.4099  1.0778  0.0043  -0.0008  -0.001
Si  6.8565  1.302  1.4253  0.0014  -0.0021  -0.0018
Si  9.4821  4.1278  1.6965  0.0014  0.0007  -0.0026
Si  6.7818  6.6972  1.4251  -0.0002  0.0018  -0.0036
Si  9.5112  9.3942  1.6221  0.0005  0.0007  -0.0025
Si  0.0468  2.6989  2.8236  0.0011  0.0003  0.0015
Si  2.8059  -0.1483  2.6755  0.0002  -0.0004  -0.0015
Si  0.0691  8.0284  2.8133  0.0008  0.0007  0.0001
Si  2.73  5.3586  2.5678  0.0021  0.0004  -0.0003
Si  5.4023  2.6809  2.6811  0.0011  -0.0001  -0.0008
Si  8.1623  -0.0395  2.8266  0.0002  0.0007  0.0015
Si  5.4053  8.1303  2.6381  -0.0015  -0.0008  0.0008
Si  8.0953  5.4625  2.9487  0.0001  0.0001  -0.0002
Si  1.4092  4.0944  4.089  -0.0003  0.0001  0.0003
Si  4.0932  1.2929  4.0531  0.0007  0.0001  0.0008
Si  1.4194  9.454  4.0923  0.001  -0.0015  0.0004
Si  4.0554  6.7478  3.9892  0.0009  0.0009  0
Si  6.7178  4.0272  4.1365  0.0005  0  0.0012
Si  9.5427  1.3319  4.1381  0.0011  -0.0001  0.0008
Si  6.7541  9.4767  4.0867  -0.0003  0.0011  -0.0004
Si  9.5438  6.7806  4.2068  0.0009  -0.0009  0.0002
Si  0.0397  -0.0412  5.4425  -0.0009  0.0006  -0.0001
Si  2.7527  2.6979  5.4219  0.0005  0.0002  0.0001
Si  0.0287  5.4052  5.4953  0.0009  0  0.0009
Si  2.746  8.0959  5.4396  -0.0001  -0.0005  -0.0002
Si  5.4417  -0.0228  5.4561  0.001  -0.0002  0.0001
Si  8.1467  2.6957  5.4614  0.0007  -0.0011  0.0002
Si  5.3966  5.4396  5.4364  -0.0004  -0.0004  -0.0009
Si  8.1562  8.1747  5.4779  0.001  0.0002  0.0003
Si  1.3713  1.3623  6.7851  0.0012  -0.0002  -0.0006
Si  4.0759  4.0807  6.8106  0.0007  -0.0002  -0.0004
Si  1.3697  6.7962  6.8337  0.0014  -0.0008  -0.0003
Si  4.078  9.5002  6.7934  0.0011  0  -0.0002
Si  6.8041  1.3394  6.8246  0.0005  -0.0002  -0.0002
Si  9.5165  4.0601  6.81  0.0011  0.0002  -0.0005
Si  6.7822  6.7886  6.7954  0.0013  0.0004  -0.0009
Si  9.5303  9.5356  6.8175  0.0012  -0.0006  -0.0003
Si  0.0006  2.7162  8.15  0.0008  -0.0009  -0.0002
Si  2.7265  0.0037  8.1417  0.0007  -0.0004  -0.0003
Si  0.0047  8.1801  8.1743  0.0009  0.0001  -0.0003
Si  2.7328  5.4481  8.1804  0.001  -0.0003  -0.0009
Si  5.4575  2.7407  8.1647  0.0006  -0.0007  -0.0005
Si  8.182  0.0076  8.182  0.0007  -0.0009  0.0001
Si  5.4485  8.1726  8.1549  0.0008  -0.0009  -0.0005
Si  8.1615  5.4434  8.15  0.0004  -0.0009  0
Si  1.3495  4.097  9.4982  0.0009  -0.0008  0.0003
Si  4.0835  1.3763  9.4958  0.0012  -0.0006  0.0004
Si  1.3485  9.5798  9.5256  0.0011  -0.0006  -0.0002
Si  4.0759  6.8523  9.5258  0.0009  0.0003  -0.0007
Si  6.8256  4.0936  9.5364  0.0008  -0.0003  -0.0004
Si  9.5408  1.3774  9.5263  0.0007  -0.0003  0
Si  6.8063  9.5295  9.5137  0.001  0  0.0003
Si  9.5057  6.8222  9.5029  0.0007  -0.0004  0.0003
Si  0.0067  0.0589  10.9172  0.0014  0.0003  0.0004
Si  2.6998  2.7288  10.843  -0.0002  -0.0011  -0.0004
Si  -0.0031  5.4761  10.8389  0.0004  0  -0.0001
Si  2.7155  8.2486  10.8859  0.001  -0.001  -0.0004
Si  5.4548  0.0289  10.8518  0.0004  -0.0006  -0.0002
Si  8.1937  2.7168  10.8989  0.0002  -0.001  0.0001
Si  5.4685  5.5084  10.8497  0.0006  -0.0003  -0.0011
Si  8.1773  8.1992  10.8819  0.0001  -0.0005  -0.0007
Si  1.3666  1.4228  12.2985  0.0009  -0.0001  -0.0013
Si  4.0665  4.1338  12.1111  0.0011  0.0005  -0.0016
Si  1.2905  6.9078  12.1866  -0.0001  0.0004  -0.0006
Si  4.0689  9.6439  12.2506  0.001  -0.0005  0.0004
Si  6.8292  1.3294  12.2451  0.0012  -0.0007  -0.0004
Si  9.592  4.0838  12.2128  0.0016  -0.0017  -0.0007
Si  6.8149  6.8645  12.2488  -0.0001  -0.0003  -0.0004
Si  9.5075  9.5951  12.2492  -0.0005  -0.0001  0
Si  0.0408  2.797  13.6938  -0.001  -0.001  0.002
Si  2.7399  0.1199  13.6941  0.0001  -0.001  0.0017
Si  -0.0315  8.2815  13.6216  -0.0005  0.0001  0.0019
Si  2.6908  5.5224  13.4049  -0.0007  -0.0032  0.0014
Si  5.4236  2.7657  13.4282  -0.0018  -0.0012  0.0002
Si  8.1682  -0.0155  13.7099  0.001  -0.0017  0.0015
Si  5.4468  8.3  13.5707  0.0024  0.0032  -0.0002
Si  8.2382  5.4509  13.5011  0.002  0.0017  0.0014
Si  1.4467  4.2812  14.9384  0.0011  0.0006  -0.0025
Si  4.1089  1.6018  14.97  0.0002  0.0017  -0.0013
Si  1.3795  9.6098  15.042  -0.001  -0.0012  -0.0035
Si  4.0231  6.8825  14.7295  -0.0002  -0.0008  -0.0017
Si  6.8346  4.059  14.7324  0.0001  -0.001  -0.0013
Si  9.546  1.4053  15.0475  0  -0.0018  -0.0031
Si  6.7439  9.5331  15.1391  0.0004  -0.0019  -0.0024
Si  9.4643  6.8616  14.9115  -0.0008  -0.0007  -0.0017
Si  0.0094  0.0481  16.4389  -0.0003  -0.0021  0.0602
Si  3.181  3.3977  16.2815  -0.0097  -0.0056  0.053
Si  0.2723  5.8846  16.2077  -0.0095  -0.0048  0.0504
Si  2.5992  7.9758  16.2343  0.0133  0.0055  0.0523
Si  5.6176  0.4227  16.2921  -0.0118  -0.007  0.054
Si  7.8784  2.5821  16.2254  0.006  0.0103  0.0487
Si  5.4397  5.4825  15.8861  0.0022  0.0025  0.0253
Si  7.6894  7.6339  16.3099  0.0118  0.0014  0.0577
Si  7.383  0.5939  22.3783  0.0032  0.0023  0.1264
Si  9.0796  30.9641  18.4603  -0.0002  0.0085  0.1342
Si  -8.4847  20.4243  20.9201  0.0044  -0.0156  0.1302
Si  3.7265  10.5526  30.2993  0.0149  -0.0178  0.1456
Si  -1.796  15.0324  33.8993  0.0209  0.0004  0.1281
Si  -1.7992  16.2922  21.1247  -0.0088  0.0092  0.1325
Si  -11.0469  18.9939  20.9739  0.0136  0  0.1305
Si  -19.0733  -4.967  24.7296  -0.0104  -0.0081  0.1395
Si  -13.7151  8.3847  24.9431  -0.0114  -0.0244  0.1431
Si  -4.1436  -1.2407  20.1219  0.0074  0.0026  0.1402
Si  -9.6833  12.7857  35.6573  0.0003  -0.0113  0.1116
Si  1.4153  12.4046  21.3831  -0.0032  0.0192  0.1506
Si  0.1652  7.685  28.8092  0.0065  0.003  0.122
Si  -15.8365  3.9731  27.7931  0.0124  -0.0006  0.1182
Si  -21.961  13.3801  27.5253  -0.0187  0.0172  0.1307
Si  -6.721  20.5013  18.4644  -0.0024  -0.0022  0.135
Si  3.0303  -7.1465  34.2079  -0.0122  -0.0167  0.105
Si  -17.1835  12.8769  25.9849  0.001  0.0312  0.1299
Si  -19.1331  13.8179  23.8436  0.0238  0.0235  0.1339
Si  1.2684  13.079  18.3879  -0.0053  -0.0093  0.1289
Si  -14.8226  21.6136  30.6281  0.0086  0.0086  0.1081
Si  -14.8311  18.1817  22.1668  -0.0155  0.0048  0.1359
Si  -17.6081  8.1555  23.1106  -0.009  -0.0192  0.1367
Si  4.1003  7.2272  26.9425  -0.0086  0.0143  0.114
Si  -12.2605  13.5451  22.4355  -0.0039  -0.0219  0.1112
Si  -3.7042  6.1522  32.3009  -0.0158  -0.0143  0.1299
Si  -25.751  6.9408  27.1873  -0.0078  -0.0103  0.1426
Si  -20.9417  5.3267  27.0391  -0.0058  0.0055  0.1233
Si  -1.2322  15.0178  18.315  -0.0065  0.0035  0.1239
Si  -11.8304  42.5416  23.4845  0.0001  0.0155  0.1264
Si  13.4122  1.3623  28.1488  0.0048  -0.0225  0.1185
Si  -5.9217  -5.4819  35.5496  0.0029  0.0068  0.1267
Si  -0.5863  10.4209  35.99  -0.0105  0.0144  0.0897
Si  7.3687  9.7411  36.3203  0.0063  0.0135  0.1149
Si  1.4173  8.1976  35.2932  -0.008  0.0116  0.1378
Si  -13.8721  23.8755  32.2393  -0.0054  0.0308  0.1369
Si  3.1931  8.9615  32.7785  -0.0014  -0.01  0.1523
Si  -13.6397  29.6588  29.9325  -0.0069  -0.0146  0.146
Si  9.7789  3.6635  36.5568  0.0096  -0.0051  0.1184
Si  8.0905  13.1537  29.3358  -0.0106  -0.0176  0.1398
Si  -8.5614  9.3829  27.8845  -0.0002  -0.0008  0.1131
Si  -10.0337  5.7053  33.5136  -0.0014  -0.0105  0.1252
Si  5.6413  14.8906  33.0919  -0.0222  0.0134  0.1122
Si  -0.0041  12.4542  24.7665  0.0157  0.0063  0.1468
Si  2.0436  17.5204  31.0745  -0.0115  0.011  0.1616
Si  3.3835  16.1348  28.9124  -0.0087  0.004  0.137
Si  -16.0722  29.8311  34.1852  0.0084  0.0093  0.1258
Si  5.7846  21.2834  24.7189  -0.0131  0.0053  0.1232
O  0.5434  0.4696  -3.2396  0.0096  0.0009  -0.0344
O  5.428  9.1144  -19.1566  -0.0301  0.0016  -0.0644
O  8.7012  10.3902  -2.9001  0.0022  0.0011  -0.0382
O  4.2268  1.2119  -0.4985  0.0006  0  -0.025
O  -1.4175  6.8087  -0.2712  0.0006  0.0007  -0.0171
O  -14.9394  7.4127  -5.2678  0.0211  -0.0216  -0.0652
O  -0.0689  14.8791  -11.5913  0.0004  -0.0021  -0.0424
O  1.3484  9.6221  -0.1766  -0.0009  -0.0029  -0.0303
O  6.3736  -0.1136  -1.3966  0.027  -0.0185  -0.0555
O  10.2416  0.0941  -0.9962  -0.0072  -0.0029  -0.0659
O  6.4976  2.7525  -5.873  0.035  -0.0298  -0.0498
O  -0.2001  4.736  -1.1414  -0.0076  -0.0207  -0.0607
O  5.3818  5.6786  -1.4265  -0.0129  0.0075  -0.096
O  -3.3369  11.4158  -6.5096  -0.0112  -0.0217  -0.0639
O  7.8428  8.6441  -1.1045  -0.0123  0.0237  -0.0599
O  -8.7015  8.97  -4.4347  0.0361  0.0094  -0.0905
O  -0.9725  -0.8803  17.358  0.0246  0.0234  -0.0629
O  -15.206  5.3719  27.2851  0.0017  0.0165  -0.0425
O  -16.4425  -11.1535  30.549  -0.0101  0.0013  -0.0412
O  -7.3209  9.028  21.9042  -0.0316  0.0294  -0.0824
O  1.4086  6.9555  16.7576  0.001  -0.0011  -0.0263
O  -0.4869  5.3228  17.5336  0.022  0.0209  -0.0619
O  -17.918  6.0211  25.8769  -0.0183  -0.0151  -0.0768
O  4.7094  10.858  17.5858  0.0202  0.0233  -0.0669
O  0.9679  11.7807  17.4639  -0.0157  -0.0249  -0.059
O  -7.8818  8.4011  26.7889  0.0137  -0.0166  -0.0521
O  3.0018  7.2028  23.7629  0.0195  0.0384  -0.0693
O  -5.1519  13.9131  26.4873  -0.0166  -0.0301  -0.0669
O  -1.338  4.2364  22.14  -0.0055  0.0296  -0.0546
O  -3.2246  29.459  23.5496  -0.019  -0.0203  -0.0983
O  -5.295  18.6483  26.7174  0.0001  0.01  -0.043
O  7.8654  -0.8022  19.0402  0.0258  -0.0066  -0.066
O  -9.5235  18.2197  29.8142  -0.0261  0.0164  -0.0818
O  -10.9462  17.3482  27.7797  0.0064  -0.0307  -0.0614
O  -5.5331  18.0935  22.5081  0.024  -0.0039  -0.0507
O  2.7287  15.4417  23.8622  -0.0024  -0.0215  -0.0493
O  -13.1479  21.4323  22.8208  -0.0148  0.0103  -0.0499
O  12.3105  19.1502  20.6786  -0.003  -0.0013  -0.0419
O  4.3816  26.245  16.6972  0.0049  0.0035  -0.0236
O  13.3572  3.0152  17.6998  0.0263  0.0169  -0.0631
O  -2.4387  3.456  17.4819  -0.0225  -0.0219  -0.0588
O  -12.8548  13.479  33.4099  -0.0212  -0.0205  -0.0634
O  -20.3726  2.3642  24.7148  0.002  0.0006  -0.057
O  3.5316  19.3652  17.4955  -0.0242  -0.0264  -0.0677
O  -17.0126  9.2523  24.1635  -0.0134  -0.0204  -0.062
O  3.6216  4.4759  35.552  -0.0083  -0.0088  -0.0578
O  -14.4405  -14.2463  28.606  -0.0205  -0.0181  -0.1073
O  7.2447  8.4221  21.0496  0.0006  0.0335  -0.0753
O  -18.7459  18.4873  31.915  -0.0118  -0.0242  -0.0671
O  3.03  21.1027  31.7478  0.0111  0.0295  -0.0925
O  0.7657  8.9856  28.0705  0.0106  0.0119  -0.0436
O  4.7039  19.8829  33.3451  -0.0232  0.0116  -0.0578
O  6.5092  17.4038  16.6545  -0.0079  -0.0074  -0.0242
O  -11.1844  4.6333  33.6792  0.0091  0.0095  -0.0393
O  -17.7752  -4.2131  28.4573  0.0123  0.0177  -0.0682
O  -9.0991  1.8378  19.8598  -0.0012  0.0141  -0.1115
O  -6.7168  14.2664  33.1475  0.0196  -0.0015  -0.0423
O  -9.7486  2.1451  28.3908  -0.0124  0.0045  -0.046
O  -4.0988  12.365  16.7885  0.001  0.0008  -0.0249
O  4.5757  15.0697  28.6712  0.0146  -0.006  -0.049
O  -25.6728  25.0559  28.7855  -0.0275  0.0215  -0.0637
O  -15.4786  0.5534  23.5769  0.0279  0.0149  -0.0773
O  -2.8294  7.2619  26.104  0.0196  0.0337  -0.0885
O  -30.3968  10.8817  27.3326  -0.0031  0.0073  -0.0454
O  -8.4677  2.3718  22.3412  -0.0271  -0.0332  -0.0949
O  -4.3157  0.0487  21.0837  -0.0134  -0.0296  -0.0801
O  -3.0033  6.6741  30.9662  0.0236  0.043  -0.0927
O  -9.5831  16.7821  25.5827  0.0256  0.0092  -0.0802
O  -17.7718  2.4015  24.5345  -0.0288  0.0071  -0.0779
O  -26.6712  15.4443  34.6062  0.0106  -0.0164  -0.072
O  -9.2492  10.8095  21.5767  0.0056  -0.0091  -0.0462
O  -5.7722  0.4524  25.8635  0.0161  -0.0284  -0.0604
O  -22.667  8.7692  19.705  -0.0309  0.0189  -0.0886
O  8.4054  7.8991  17.7601  -0.0193  -0.0213  -0.0728
O  -0.3638  19.789  22.3605  0.0168  -0.0331  -0.0865
O  -1.1843  18.9175  29.6016  0.0209  -0.0021  -0.0487
O  -13.7203  -8.8479  22.0503  -0.001  0.005  -0.0376
O  -1.3457  19.8798  24.7779  0.0131  0.0171  -0.0597
O  -1.8742  15.6297  19.6573  0.0131  -0.0291  -0.1031
O  -14.1504  16.8288  21.593  0.0201  -0.0167  -0.0484
O  -7.6853  11.9385  29.6081  -0.0214  0.0239  -0.0727
O  -7.8658  -0.8445  19.5153  0.0304  0.0033  -0.0867
O  -7.6272  20.2901  29.2349  -0.0225  -0.013  -0.0791
O  -2.4147  13.5848  30.8515  0.0014  0  -0.0992
O  -1.1491  35.0966  24.0235  -0.0215  0.0144  -0.0841
O  -8.6746  26.654  33.4672  -0.0075  0.018  -0.0486
O  -3.8159  20.5039  25.3101  -0.0004  0.0056  -0.0502
O  -8.5173  18.8909  36.6377  -0.0194  -0.0011  -0.0938
O  -3.3092  31.0265  30.5603  0.0043  -0.011  -0.0445
O  1.9977  12.9503  37.0642  -0.0283  -0.0028  -0.0774
O  -9.9719  17.6546  34.7281  -0.0018  -0.0311  -0.0641
O  -4.4259  30.7713  35.2367  -0.0296  -0.0311  -0.076
O  -0.3842  12.3191  26.3222  0.0023  -0.0227  -0.1004
O  -3.4112  22.5345  29.3926  0.0092  0.0189  -0.0584
O  0.0874  11.0075  24.0352  -0.0125  -0.0222  -0.056
O  3.469  2.1714  27.1363  0.0271  0.0068  -0.0709
O  -10.116  17.2366  32.0423  0.0202  0.0174  -0.0898
O  -0.1114  3.0043  18.5877  -0.0024  0.0048  -0.0447
O  -0.6858  6.5889  21.1568  -0.0006  0.0006  -0.0413
O  -2.6904  16.0303  33.0301  -0.0164  0.0196  -0.0546
O  2.2249  13.2736  34.5167  0.0238  0.0249  -0.0515
O  -18.8807  16.266  30.4635  0.021  -0.0195  -0.0871
O  -10.9505  2.8548  35.6798  0.003  -0.0029  -0.042
O  0.0481  19.8359  35.7568  0.0172  -0.015  -0.0392
O  6.8855  14.8514  38.2471  0.0001  0.0042  -0.0244
O  -15.9379  16.1453  32.0684  0.0076  0.0104  -0.0505
O  8.9728  13.5276  37.5168  0.0188  0.0064  -0.055
O  -1.4676  2.3535  28.4664  0.0477  0.0047  -0.0711
O  8.7598  15.2004  35.4834  -0.0133  0.0058  -0.0886
O  -8.778  15.8222  27.9631  -0.0284  -0.0013  -0.062
O  -6.0736  6.8827  34.8882  0.0077  0.021  -0.0494
O  -0.141  23.6822  21.6686  0.0199  -0.0062  -0.0564

Results
free energy: -161107.465 eV
free energy less fixed offsets of O -570.45, Si -639.56 eV per atom: -3.945 eV

The program warned: the cutoff lies below the one the program advises for these potential files; the forces do not sum to zero within the program's tolerance; empty levels may hold ghost states of the PAW files; the exchange-correlation potential is rough where the density is thin.
